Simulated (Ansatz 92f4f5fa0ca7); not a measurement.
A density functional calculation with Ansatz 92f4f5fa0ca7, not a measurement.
Periodic cell of 255 atoms, Si165O90, from a study of silicon, its oxide and their interface. The atomic structure is a simulated model.

Settings: functional PBE; potential files Ansatz PAW; basis plane waves; wave-function cutoff 700 eV; density cutoff ratio 5; exchange-correlation grid ratio 1; k mesh 2 x 2 x 1, shifted by 0.5 0.5 0.5 of a step; self-consistency stop 5e-08 eV per atom in the density residual; occupations fixed; spin none; net charge 0.

Cell vectors (angstrom)
a	10.938	0	0
b	0	10.938	0
c	0	0	37.0262

Atoms: element, x, y, z (angstrom)
Si	0	0	0.683
Si	5.469	0	0.683
Si	2.7345	2.7345	0.683
Si	8.2035	2.7345	0.683
Si	0	5.469	0.683
Si	5.469	5.469	0.683
Si	2.7345	8.2035	0.683
Si	8.2035	8.2035	0.683
Si	1.3673	1.3673	2.0503
Si	6.8362	1.3673	2.0503
Si	4.1018	4.1018	2.0503
Si	9.5708	4.1018	2.0503
Si	1.3673	6.8362	2.0503
Si	6.8362	6.8362	2.0503
Si	4.1018	9.5708	2.0503
Si	9.5708	9.5708	2.0503
Si	2.7345	0	34.9747
Si	8.2035	0	34.9747
Si	0	2.7345	34.9747
Si	5.469	2.7345	34.9747
Si	2.7345	5.469	34.9747
Si	8.2035	5.469	34.9747
Si	0	8.2035	34.9747
Si	5.469	8.2035	34.9747
Si	4.1018	1.3673	36.3419
Si	9.5708	1.3673	36.3419
Si	1.3673	4.1018	36.3419
Si	6.8362	4.1018	36.3419
Si	4.1018	6.8362	36.3419
Si	9.5708	6.8362	36.3419
Si	1.3673	9.5708	36.3419
Si	6.8362	9.5708	36.3419
Si	-0.1778	-0.1596	26.7592
Si	4.2487	-0.2564	26.134
Si	2.6601	2.4114	26.7409
Si	7.2612	2.9376	26.9716
Si	-0.5452	5.5076	26.8156
Si	5.6826	4.9094	26.9328
Si	1.8531	8.7389	25.4748
Si	8.2659	7.8353	26.7188
Si	1.2171	1.2228	28.1373
Si	6.4344	1.1734	28.4395
Si	3.9454	3.919	28.1425
Si	9.1839	3.9388	28.1377
Si	1.1388	6.7961	27.9526
Si	6.7352	6.6895	28.1126
Si	4.6851	10.3121	28.3665
Si	9.3797	9.4573	28.1109
Si	2.7434	0.08	29.5593
Si	8.1324	-0.0289	29.5357
Si	-0.1356	2.7121	29.4177
Si	5.3178	2.7738	29.7196
Si	2.6285	5.4911	29.3331
Si	8.1246	5.4702	29.5866
Si	-0.0413	8.2226	29.454
Si	5.4748	8.2765	29.3923
Si	3.9748	1.4228	31.0458
Si	9.5282	1.3515	30.8626
Si	1.2686	4.1288	30.7687
Si	6.7699	4.1431	30.9627
Si	4.033	6.8797	30.7282
Si	9.5578	6.8503	30.8707
Si	1.3703	9.564	30.8316
Si	6.8125	9.5286	30.905
Si	-0.0046	-0.0006	32.2111
Si	5.4132	-0.0236	32.256
Si	2.6119	2.8231	32.2823
Si	8.1612	2.7197	32.2495
Si	-0.039	5.4634	32.2207
Si	5.3902	5.5448	32.2213
Si	2.6976	8.1779	32.2035
Si	8.2017	8.1985	32.2651
Si	1.3329	1.3663	33.617
Si	6.8108	1.3391	33.6097
Si	4.074	4.1311	33.6058
Si	9.5531	4.0846	33.6022
Si	1.3492	6.8114	33.5955
Si	6.8192	6.8357	33.6106
Si	4.0674	9.5327	33.6054
Si	9.5773	9.5738	33.6052
Si	2.7461	-0.0136	3.3931
Si	8.224	0.0214	3.4316
Si	0.0316	2.7636	3.425
Si	5.5101	2.7497	3.4176
Si	2.7487	5.4807	3.4325
Si	8.2461	5.4923	3.4145
Si	0.0096	8.1943	3.4041
Si	5.4661	8.2067	3.4421
Si	4.1792	1.2992	4.7206
Si	9.6274	1.3936	4.7925
Si	1.3999	4.1223	4.8252
Si	6.8966	4.1374	4.7813
Si	4.1169	6.8174	4.8367
Si	9.6716	6.791	4.8089
Si	1.3904	9.5404	4.7491
Si	6.8755	9.5628	4.7914
Si	0.0451	-0.04	6.1135
Si	5.538	0.008	6.1823
Si	2.8225	2.6678	6.0215
Si	8.3445	2.86	6.1478
Si	0.1082	5.5042	6.31
Si	5.5322	5.4574	6.2031
Si	2.7175	8.199	6.1759
Si	8.2585	8.1461	6.0936
Si	1.4877	1.3188	7.3975
Si	6.9713	1.4929	7.4276
Si	4.2406	3.884	7.4418
Si	9.651	4.1876	7.706
Si	1.385	6.9638	7.7377
Si	6.9508	6.8315	7.5541
Si	4.1281	9.5149	7.4959
Si	9.5858	9.5231	7.4428
Si	2.8539	0.0162	8.855
Si	8.2378	0.0148	8.6797
Si	0.1237	2.6043	8.8081
Si	5.641	2.7337	8.93
Si	2.8067	5.9052	9.3935
Si	8.2247	5.5462	9.1446
Si	-0.1006	8.2761	9.0053
Si	5.5843	8.2356	8.8557
Si	4.7319	0.8769	10.0827
Si	9.8299	1.0597	10.021
Si	1.6597	3.8926	11.2655
Si	6.3821	4.5662	10.3197
Si	4.8924	6.522	10.3465
Si	9.3757	7.1495	10.5617
Si	1.199	9.8621	10.1379
Si	6.4393	10.1354	9.8937
O	9.3885	6.704	26.185
O	5.6682	-0.3685	25.3269
O	12.9664	5.4006	10.7648
O	2.8992	3.1645	12.0287
O	5.1335	5.6397	25.5267
O	0.6042	9.7709	25.6968
O	0.0423	0.0172	10.6157
O	1.2473	3.0501	9.9494
O	6.5074	4.181	11.9508
O	3.1387	4.6018	8.4485
O	10.2761	6.3949	11.7226
O	1.9256	9.2774	11.5212
O	4.5592	1.1403	11.7215
O	0.4225	3.9961	12.2947
O	9.1258	1.751	11.3452
O	4.8406	6.8255	11.9856
O	7.5519	8.5955	25.4272
O	12.8247	7.6399	26.6965
O	1.7699	8.023	23.9979
O	3.6604	1.2875	25.9695
O	9.8892	0.9362	25.8777
O	0.2348	4.6644	25.6176
O	7.687	13.3323	25.4616
O	3.2371	9.5912	25.4637
Si	10.9008	2.2128	22.8508
Si	6.8737	9.801	24.5466
Si	1.5531	11.983	16.8744
Si	10.7144	-0.0365	14.6321
Si	5.7978	-0.2448	16.6187
Si	12.79	6.8772	17.2187
Si	3.4	1.7586	12.6917
Si	4.1784	5.3167	24.2427
Si	4.2423	2.1244	15.7727
Si	10.1324	2.9174	17.3066
Si	8.6938	1.1667	12.8094
Si	-5.9568	9.1646	19.0833
Si	14.727	4.4423	17.5594
Si	8.7411	11.1014	16.7111
Si	8.6283	-0.2407	19.8125
Si	7.6575	-5.1347	20.7453
Si	3.7018	2.5394	19.8644
Si	7.3541	9.4175	11.861
Si	5.4178	3.9025	21.9086
Si	10.9564	10.503	21.5664
Si	-2.1983	1.3507	24.7817
Si	-0.5786	5.165	12.7953
Si	-1.6	8.1853	21.136
Si	-4.9311	6.3781	18.1528
Si	7.2812	5.9144	15.2414
Si	2.8066	7.6718	22.7656
Si	5.177	9.5397	22.0101
Si	-0.6506	5.7241	15.7401
Si	10.2725	4.0365	20.2847
Si	1.8438	10.0327	12.9709
Si	-4.8905	1.2911	20.8748
Si	5.5405	7.4952	13.2973
Si	1.5379	3.7795	25.1196
Si	0.9908	6.714	20.2021
Si	7.467	3.8093	13.2328
Si	14.5719	8.6743	15.2604
Si	13.1762	-0.171	19.549
O	9.9282	3.263	18.8857
O	5.1468	1.806	19.5993
O	6.3738	2.5801	21.8216
O	1.4239	10.9475	18.1332
O	4.4515	7.4845	14.5119
O	1.0664	2.945	23.7966
O	7.042	4.3615	14.7274
O	-3.3937	2.1812	13.3631
O	4.0161	2.044	14.1673
O	13.5828	1.3156	20.1402
O	9.0661	1.7908	16.7361
O	4.3359	3.6797	16.2271
O	13.8093	9.4308	14.0515
O	16.7297	10.2854	18.2082
O	8.1902	10.5589	12.6895
O	18.2712	10.5568	16.1104
O	2.606	8.0869	16.3944
O	8.8444	4.6956	20.707
O	-5.8294	7.7372	18.308
O	3.1215	3.3903	18.6117
O	4.0098	3.5969	21.0891
O	-5.3302	19.833	20.5686
O	6.2949	5.1936	21.4097
O	10.9331	5.654	14.2414
O	9.9483	1.1804	13.8565
O	2.6933	4.8534	24.7005
O	7.9997	0.0053	24.2191
O	0.3352	17.5887	16.6484
O	1.0871	0.4753	15.4364
O	5.006	5.1201	18.405
O	8.9016	-0.297	18.238
O	8.8062	6.371	15.5866
O	-0.7708	9.1785	22.1838
O	12.2474	-0.8991	20.6776
O	8.2947	7.032	21.6562
O	0.32	9.829	13.5379
O	7.4033	0.6955	20.2672
O	0.5623	5.1264	20.1302
O	10.7694	2.9995	21.4366
O	2.7001	5.506	17.0112
O	6.8371	6.7389	13.9113
O	8.3469	-2.772	11.3898
O	5.196	11.1662	21.7925
O	0.7208	13.3304	17.1722
O	9.4297	2.1611	23.5539
O	3.9462	6.6082	23.2757
O	9.7714	-0.6827	15.7756
O	9.9417	0.3513	20.5601
O	1.7672	7.1704	18.8301
O	4.7102	9.726	15.8907
O	6.2791	9.1604	23.1607
O	-2.5469	-1.7849	20.2424
O	3.6713	9.014	22.3751
O	8.9095	4.4742	12.9186
O	7.2468	6.3017	19.2218
O	3.4719	-1.1929	19.2629
O	16.5002	1.3258	16.2598
O	6.1364	-1.9842	12.8659
O	2.1665	11.6292	12.7564
O	4.9644	4.1434	23.4416
O	11.414	11.5943	22.6811
O	1.9487	7.0546	21.5014
O	-0.9059	4.256	16.3987
O	6.4646	-4.6641	16.596
O	-0.4329	7.5014	20.2344
O	14.0441	1.3774	16.655

Results
free energy: -156096.633 eV
free energy less fixed offsets of O -569.03, Si -635.61 eV per atom: -8.283 eV

Forces (eV/angstrom), in the order of the atoms: element, x, y, z
Si	-0.0319	-0.0204	0.0039
Si	0.0368	-0.0206	0.0203
Si	-0.0026	-0.0602	-0.0028
Si	0.0164	-0.0984	0.001
Si	0.0204	-0.0703	-0.002
Si	-0.0175	-0.0357	0.0121
Si	0.0691	-0.0268	-0.0149
Si	-0.0858	0.0372	0.0001
Si	0.0859	0.0934	0.0208
Si	0.1614	0.0384	-0.0335
Si	0.0579	-0.0115	0.1332
Si	0.0675	-0.032	-0.0345
Si	0.1378	-0.0383	-0.0553
Si	0.0699	0.1107	0.1503
Si	0.059	-0.1885	-0.1109
Si	0.0027	0.0381	0.0746
Si	-0.0763	-0.0096	-0.0946
Si	0.016	-0.0232	-0.0006
Si	-0.1927	-0.0312	0.1283
Si	-0.1243	0.0707	-0.1712
Si	-0.089	0.1131	0.1575
Si	-0.1114	-0.0683	-0.0598
Si	0.0272	-0.0201	-0.0718
Si	-0.0583	0.009	0.0747
Si	-0.0102	0.0385	-0.0118
Si	-0.0383	0.092	0.0097
Si	0.0055	0.0375	-0.0106
Si	0.0311	0.0151	0.0077
Si	-0.0345	0.0465	0.0129
Si	0.0103	0.0309	-0.0056
Si	0.0246	0.0163	0.0105
Si	0.0097	0.0202	-0.0141
Si	0.0012	-0.0001	-0.043
Si	-0.0239	-0.005	-0.0151
Si	0.036	-0.0099	-0.0089
Si	-0.0077	0.0537	-0.0492
Si	0.032	0.0266	0.0447
Si	0.011	-0.0036	-0.0367
Si	0.0023	-0.0054	0.0049
Si	0.0246	-0.0374	-0.0371
Si	0.0392	0.029	0.0166
Si	-0.0759	-0.0319	-0.0304
Si	0.0082	-0.087	0.0112
Si	0.0135	0.0859	-0.0397
Si	-0.0298	-0.0168	-0.0644
Si	0.0458	0.0407	-0.0044
Si	-0.0031	0.0407	-0.0467
Si	0.0074	0.0244	0.0036
Si	-0.0131	0.0342	-0.0292
Si	0.0467	-0.0357	0.0169
Si	-0.0106	-0.0097	0.0151
Si	-0.0263	0.0105	-0.0252
Si	-0.0585	0.0385	0.0597
Si	-0.0024	-0.0194	0.0019
Si	0.013	-0.028	0.0306
Si	0.0286	-0.0139	-0.0124
Si	-0.0344	-0.0213	0.0073
Si	-0.0093	-0.0061	0.0045
Si	0.0221	-0.0101	-0.0254
Si	-0.0122	-0.0109	0.0073
Si	-0.0165	-0.0062	-0.0096
Si	-0.0019	-0.0153	-0.0445
Si	-0.0235	-0.0318	-0.0012
Si	0.0228	-0.0217	0.0404
Si	0.0021	0.0133	0.0037
Si	0.0382	0.0012	-0.0088
Si	0.0075	0.0241	0.0012
Si	0.0005	-0.014	-0.0124
Si	0	-0.0234	-0.0042
Si	-0.0036	0.0137	0.0083
Si	0.0102	-0.007	0.0054
Si	-0.0364	0.0164	-0.0119
Si	-0.0014	-0.0147	-0.0138
Si	-0.0077	0.0114	0.0124
Si	0.0104	-0.0068	-0.0157
Si	0.0024	-0.0001	0.0016
Si	0.0199	0.0134	-0.0092
Si	-0.0131	0.004	-0.0116
Si	0.0085	0.0049	0.0049
Si	0.0032	0.0029	-0.0033
Si	0.0043	-0.0104	0.0084
Si	-0.0051	0.0083	-0.0097
Si	0.0037	0.0012	-0.0058
Si	0.0068	0.0043	-0.0038
Si	-0.003	-0.0071	-0.0159
Si	-0.0084	0.0071	-0.0094
Si	-0.0022	-0.0002	-0.0072
Si	0.007	0.0026	-0.0171
Si	0.022	0.0006	-0.0026
Si	-0.0099	-0.0027	0.0104
Si	-0.0055	0.027	0.0172
Si	-0.0125	0.0004	0.0145
Si	0.0099	0.002	0.0069
Si	-0.0047	-0.0243	0.0228
Si	0.0151	-0.002	0.0156
Si	-0.0231	-0.0018	0.0027
Si	0.0113	0.0187	0.0115
Si	-0.0029	0.0222	0.008
Si	0.0029	-0.0191	0.0299
Si	-0.0072	0.0133	0.0296
Si	-0.0102	0.0088	-0.0325
Si	0.0006	-0.0181	-0.0192
Si	-0.0201	-0.0226	0.0186
Si	-0.0222	0.013	0.0346
Si	0.012	0.0037	-0.0111
Si	0.0101	0.0162	-0.011
Si	-0.0591	0.0299	0.0602
Si	-0.0045	-0.0329	-0.0277
Si	0.0361	0.0212	0.043
Si	0.0768	-0.0126	0.002
Si	-0.048	0.009	-0.0181
Si	-0.0009	-0.0327	0.0291
Si	-0.0016	-0.0102	0.0213
Si	-0.0009	0.0285	0.0371
Si	0.0161	-0.0293	0.0258
Si	0.0248	-0.0038	0.0141
Si	0.0225	0.0137	-0.0219
Si	-0.0161	0.0602	-0.0206
Si	0.003	0.0044	-0.0163
Si	0.0256	-0.0275	0.05
Si	0.021	-0.0236	-0.0027
Si	-0.002	0.0121	-0.0032
Si	-0.0143	-0.0201	0.0022
Si	-0.0098	0.0215	0.0285
Si	-0.0085	-0.0344	-0.009
Si	-0.0157	0.0227	0.0178
Si	0.0108	-0.019	-0.0065
Si	-0.0402	0.039	-0.0257
O	-0.0299	0.0093	-0.0317
O	-0.0003	-0.009	-0.0086
O	0.006	-0.0049	-0.0358
O	-0.0143	-0.0132	0.0017
O	-0.007	-0.0136	0.0129
O	0.011	0.0024	0.0101
O	-0.0055	-0.0188	0.0236
O	-0.0164	0.0318	0.0417
O	0.0061	0.0086	-0.0175
O	0.0026	-0.0603	-0.0046
O	-0.0192	-0.0233	0.0174
O	-0.0193	0.0353	0.0321
O	-0.0153	0.0014	-0.0147
O	-0.0015	0.0237	-0.0226
O	0.0019	-0.0265	0.0255
O	0.0167	0.0144	0.0155
O	0.0011	0.0072	0.0001
O	0.0168	0.038	-0.0051
O	0.0291	0.0022	-0.0064
O	0.0002	-0.0139	0.0013
O	-0.0235	-0.007	-0.0366
O	0.0175	-0.0291	-0.0192
O	0.0047	-0.0181	0.0225
O	-0.0088	0.0032	-0.0075
Si	0.001	-0.0009	0.0022
Si	0.0055	0.0026	-0.0044
Si	0.0011	-0.0063	0.0002
Si	-0.0028	-0.0022	-0.0093
Si	0.0081	0	-0.0036
Si	0.0047	0.0019	-0.0019
Si	-0.0062	0.0061	0.004
Si	-0.0128	-0.0006	-0.0121
Si	0.0023	0.0035	-0.0037
Si	-0.0031	0.0043	-0.0036
Si	0.0087	0.0036	-0.0054
Si	-0.0007	-0.0001	-0.003
Si	-0.004	-0.0022	-0.0025
Si	-0.0079	-0.0007	-0.0075
Si	-0.0057	-0.0035	-0.0002
Si	-0.0014	0.0042	0.0011
Si	-0.0067	0.0039	-0.0001
Si	0.0205	-0.0129	0.0232
Si	-0.0007	0.0002	0.001
Si	0.0052	-0.004	0.0075
Si	0.0121	-0.0105	-0.0053
Si	0.0179	-0.0076	0.0024
Si	-0.0032	0.0001	0.0049
Si	0.0016	0.0002	-0.0012
Si	-0.0012	-0.0004	-0.0022
Si	-0.0096	0.0015	0.0082
Si	0.0005	-0.0065	0.0035
Si	-0.0045	-0.0036	-0.0071
Si	0.0022	-0.0028	0
Si	-0.0033	-0.009	-0.0193
Si	-0.0011	0.0014	0.0022
Si	-0.0014	-0.0033	-0.0053
Si	-0.0124	0.0222	-0.0079
Si	0.0082	-0.0012	0.0026
Si	0.0036	-0.0064	0.0108
Si	-0.0017	-0.0019	-0.0041
Si	-0.0046	-0.0035	0.0019
O	0.011	0.007	-0.0082
O	-0.006	0.0031	0.0342
O	-0.034	0	-0.0233
O	0.0205	0.017	0.0114
O	0.0019	0.0134	0.0039
O	-0.0168	-0.0001	-0.0037
O	0.006	0.0027	-0.0005
O	0.014	0.0129	-0.0095
O	-0.0101	-0.008	0.0021
O	0.0042	-0.0152	-0.0223
O	0.0258	0.006	0.0056
O	-0.0061	-0.0199	0.0168
O	-0.0093	0.0032	0.0021
O	-0.0151	-0.0224	-0.0163
O	-0.0062	0.0016	-0.0105
O	-0.0069	-0.0103	0.0202
O	0.0064	-0.0189	-0.0045
O	-0.0007	0.0085	-0.0026
O	0.011	-0.0002	0.0004
O	0.0213	0.0027	0.0033
O	0.0209	-0.0152	-0.0087
O	-0.0259	0.0185	0.0101
O	0.0113	-0.0096	-0.006
O	-0.0366	-0.0172	-0.0089
O	-0.0096	-0.0291	0.0032
O	0.0072	-0.0074	-0.0094
O	-0.0077	0.0022	0.0183
O	0.0127	-0.0147	-0.0019
O	-0.018	0.005	0.0057
O	-0.0013	0.0105	-0.014
O	-0.008	0.0045	0.0056
O	0.0176	-0.0152	-0.0079
O	0.0032	0.0175	-0.0382
O	-0.0111	0.0148	0.0004
O	0.0069	-0.0109	-0.0258
O	0.0172	0.025	0.0048
O	0.0024	-0.0083	0.0031
O	-0.0162	0.0058	0.0003
O	-0.0054	0.007	0.0049
O	-0.0059	0.0178	0.0168
O	-0.0006	-0.0027	0.0081
O	0.0089	-0.0012	0.0231
O	0.018	-0.004	-0.0217
O	-0.021	-0.0151	-0.0043
O	0.0181	-0.0171	0.0085
O	-0.0136	-0.0097	0.0068
O	0.0116	0.0192	-0.007
O	-0.0041	-0.0364	0.0044
O	-0.0137	-0.0169	-0.0058
O	-0.0038	0.0035	0.0082
O	-0.0101	0.0258	0.0015
O	0.0226	0.0203	0.0125
O	0.0107	-0.0067	-0.0063
O	0.0039	0.0055	0.0059
O	-0.0148	-0.0102	0.0099
O	0.0064	0.0032	0.0023
O	-0.0144	-0.0011	-0.0049
O	0.0058	-0.0078	-0.0086
O	0.0204	-0.009	-0.0015
O	-0.0057	0.0191	-0.0106
O	-0.0179	0.0118	-0.0202
O	-0.0043	0.0101	-0.0057
O	0.0063	0.0101	0.0065
O	0.002	-0.0038	-0.0022
O	-0.0041	0.0024	0.0137
O	0.0015	0.0093	-0.0044

The program warned: the cutoff lies below the one the program advises for these potential files; the exchange-correlation potential is rough where the density is thin.
